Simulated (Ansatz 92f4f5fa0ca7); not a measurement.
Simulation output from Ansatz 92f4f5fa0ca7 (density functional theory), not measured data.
Periodic cell of 223 atoms, Si132O90B1, from a study of silicon, its oxide and their interface. The atomic structure is a simulated model.
Doubt: the cutoff is far below the 930 eV that the study's wrapper takes by default for these files, so forces and energies are approximate.
This geometry differs little from another in the collection (a relaxation step or a small displacement).

Settings: functional PBE; potential files Ansatz PAW; basis plane waves; wave-function cutoff 580 eV; density cutoff ratio 5; exchange-correlation grid ratio 1; k mesh 1 x 1 x 1, Gamma-centred; self-consistency stop 5e-08 eV per atom in the density residual; occupations fixed; spin none; net charge -1 e, with a uniform compensating background and no finite-size correction.

Cell vectors (angstrom)
a, 10.938, 0, 0
b, 0, 10.938, 0
c, 0, 0, 32.1988

Atoms: element, x, y, z (angstrom)
Si, 10.5766, 0.2137, 24.9188
Si, 5.7334, 10.6759, 24.763
Si, 2.475, 2.9197, 24.663
Si, 8.4225, 2.4922, 24.8917
Si, 0.2724, 5.1652, 24.7976
Si, 5.1666, 5.7576, 24.7497
Si, 2.9058, 8.0042, 24.6656
Si, 7.9313, 8.4368, 24.7759
Si, 1.3301, 1.3808, 26.0548
Si, 6.8331, 1.3121, 26.1411
Si, 4.0401, 4.1053, 26.0114
Si, 9.5922, 4.1084, 26.1531
Si, 1.3394, 6.8386, 26.0725
Si, 6.8127, 6.8383, 26.0939
Si, 4.0988, 9.5372, 26.0249
Si, 9.4763, 9.5275, 26.2022
Si, 2.703, -0.0275, 27.3645
Si, 8.1521, -0.029, 27.5646
Si, 0.0111, 2.7244, 27.498
Si, 5.4513, 2.7638, 27.3844
Si, 2.7119, 5.4636, 27.444
Si, 8.3358, 5.621, 27.5307
Si, -0.1714, 8.0305, 27.5469
Si, 5.4479, 8.2007, 27.4628
Si, 4.074, 1.3646, 28.7482
Si, 9.5746, 1.3521, 28.8462
Si, 1.312, 4.1559, 28.8345
Si, 6.8715, 4.1489, 28.7333
Si, 4.094, 6.8171, 28.8095
B, 9.5529, 6.8288, 28.7505
Si, 1.3117, 9.515, 28.7276
Si, 6.8348, 9.4928, 28.8791
Si, 0.0171, -0.0358, 30.1594
Si, 5.4457, -0.0107, 30.1503
Si, 2.7126, 2.746, 30.1445
Si, 8.1889, 2.7561, 30.1377
Si, -0.1815, 5.6241, 29.9744
Si, 5.4882, 5.4551, 30.1504
Si, 2.7084, 8.2083, 30.1265
Si, 8.3564, 8.0214, 29.995
Si, 1.3723, 1.3559, 31.5183
Si, 6.8255, 1.3735, 31.4837
Si, 4.1087, 4.0894, 31.5049
Si, 9.5753, 4.1533, 31.4502
Si, 1.2975, 6.8282, 31.4184
Si, 6.8976, 6.8292, 31.4718
Si, 4.0767, 9.5659, 31.5092
Si, 9.5618, 9.4972, 31.4538
Si, 2.738, -0.0059, 0.7022
Si, 8.2013, -0.0239, 0.6079
Si, -0.0122, 2.7585, 0.6389
Si, 5.48, 2.7251, 0.6796
Si, 2.7014, 5.4944, 0.5983
Si, 8.2133, 5.448, 0.6826
Si, 0.0119, 8.1862, 0.6574
Si, 5.4942, 8.2008, 0.6368
Si, 4.1302, 1.3594, 2.0539
Si, 9.558, 1.3485, 1.9909
Si, 1.3733, 4.1329, 1.992
Si, 6.8518, 4.0783, 2.0527
Si, 4.099, 6.8278, 1.9895
Si, 9.5864, 6.8303, 2.0341
Si, 1.3752, 9.5371, 2.0419
Si, 6.8342, 9.5948, 2.0138
Si, -0.0135, -0.0265, 3.3558
Si, 5.499, 0.0035, 3.4536
Si, 2.7685, 2.7911, 3.3383
Si, 8.1973, 2.6782, 3.4226
Si, 0.0263, 5.4731, 3.4102
Si, 5.4667, 5.4655, 3.3707
Si, 2.7791, 8.1979, 3.4178
Si, 8.2071, 8.2262, 3.3514
Si, 1.3869, 1.3946, 4.6062
Si, 6.8525, 1.3411, 4.8895
Si, 4.1538, 4.0866, 4.779
Si, 9.5782, 4.075, 4.7343
Si, 1.4205, 6.8274, 4.7933
Si, 6.817, 6.887, 4.6954
Si, 4.14, 9.5689, 4.8241
Si, 9.5549, 9.5535, 4.7631
Si, 2.7454, 0.1072, 6.0311
Si, 8.2106, -0.0674, 6.2531
Si, 0.0283, 2.6744, 6.03
Si, 5.48, 2.7245, 6.2661
Si, 2.8171, 5.4755, 6.1618
Si, 8.1664, 5.4763, 6.0073
Si, 0.0161, 8.1879, 6.1256
Si, 5.5323, 8.2165, 6.2177
Si, 3.8425, 1.5667, 7.5727
Si, 9.8425, 1.1377, 7.4353
Si, 1.6385, 3.7956, 7.2943
Si, 6.6502, 4.4158, 7.4584
Si, 4.4068, 6.6284, 7.5291
Si, 9.3678, 6.9411, 7.3704
Si, 1.1422, 9.9185, 7.2724
Si, 7.1701, 9.2167, 7.653
O, 8.322, 8.0767, 7.9166
O, 2.725, 2.7289, 7.9354
O, 9.5126, 1.3599, 24.3461
O, 4.0399, 6.8668, 24.1999
O, 0.0329, 0.0246, 7.9478
O, 5.5258, 5.5054, 8.0281
O, 6.8432, 9.5665, 24.2145
O, 1.3637, 4.0602, 24.185
O, 3.8561, 7.3811, 8.9239
O, 0.8535, 4.368, 8.6124
O, 9.8207, 6.1435, 8.7571
O, 2.1122, 9.3884, 8.4903
O, 7.5068, 3.9229, 8.7886
O, 4.2719, 0.9245, 9.0532
O, 6.7438, 9.5488, 9.2171
O, 9.2145, 1.852, 8.7911
O, 7.7269, 3.1712, 23.5575
O, 10.5006, 5.8384, 23.471
O, 5.0869, 0.4256, 23.4122
O, 5.8601, 5.1109, 23.3924
O, 3.1015, 2.2139, 23.2868
O, 2.2704, 8.7169, 23.2812
O, 8.6048, 7.7467, 23.4246
O, 0.1982, 10.3637, 23.5974
Si, 4.397, 1.5804, 22.5035
Si, 3.491, 7.9325, 14.0293
Si, 7.1225, 0.9646, 14.6675
Si, 0.9263, 9.3568, 22.5716
Si, 1.1721, 4.3119, 11.8682
Si, 6.264, 8.9698, 15.322
Si, 0.6754, 1.367, 12.2939
Si, 8.6224, 4.9589, 20.548
Si, 0.3294, 5.7054, 9.342
Si, 5.0956, 3.1207, 17.941
Si, 0.8785, 3.7419, 16.7478
Si, 10.3967, 2.8426, 19.2453
Si, 5.279, 1.1804, 10.3302
Si, 0.8863, 0.1708, 19.8848
Si, 6.647, 9.4595, 10.8498
Si, 9.3427, 9.6846, 18.3365
Si, 9.3906, 9.2479, 12.5702
Si, 6.5785, 3.8599, 22.6398
Si, 2.4402, 8.0729, 9.364
Si, 10.5921, 7.3706, 17.0874
Si, 2.5127, 6.2954, 16.5807
Si, 10.1748, 4.4918, 14.1835
Si, 6.1355, 9.1931, 18.5212
Si, 7.9729, 2.5714, 9.5602
Si, 8.8766, 2.1474, 12.4409
Si, 5.3437, 6.2472, 18.0701
Si, 3.9229, 0.5671, 19.4918
Si, 4.2726, 3.8347, 12.0401
Si, 5.5453, 6.6017, 12.1326
Si, 8.0145, 2.5029, 17.2298
Si, 4.3583, 2.4806, 14.9627
Si, 1.5406, 1.2109, 15.2541
Si, 1.574, 9.4126, 12.0343
Si, 8.0498, 6.8523, 13.8679
Si, 10.3796, 9.837, 15.4915
Si, 9.8015, 7.0119, 22.599
Si, 8.1175, 5.4853, 17.4391
O, 6.0481, 7.9587, 11.2893
O, 6.017, 9.2089, 16.9005
O, 7.6813, 1.3678, 13.1958
O, 0.8926, 1.7462, 13.8652
O, 9.4394, 6.2478, 16.8993
O, 6.7644, 6.2011, 13.1315
O, 5.1316, 4.6601, 18.6035
O, 9.2243, 2.1477, 18.2873
O, 2.367, 0.1011, 19.1089
O, 9.4164, 10.2376, 16.7728
O, 2.7829, 4.4339, 11.7084
O, 5.0651, 10.3301, 19.1104
O, 9.4204, 3.247, 13.4842
O, 0.4515, 1.7625, 19.9747
O, 3.1552, 1.3571, 15.057
O, 8.162, 5.3853, 19.0509
O, 3.8999, 6.5972, 17.3847
O, 4.5684, 3.2834, 16.383
O, 9.0612, 5.6686, 14.3208
O, 5.4647, 2.7669, 22.1776
O, 10.674, 4.1402, 15.6783
O, 0.3335, 3.8558, 18.2814
O, 10.4291, 10.5156, 19.2308
O, 9.642, 10.0251, 14.0323
O, 10.8896, 8.1284, 22.1207
O, 1.1979, 2.1616, 16.5254
O, 9.7271, 3.7533, 20.4216
O, 8.1421, 4.035, 16.7064
O, -0.0403, 9.1047, 11.9091
O, 6.5779, 2.4114, 18.0006
O, 5.581, 10.7148, 11.1831
O, 7.7491, 9.598, 18.8429
O, 10.0263, 1.0222, 12.0627
O, 1.3005, 6.968, 9.0758
O, 0.6188, 4.7705, 13.3417
O, 5.7015, 7.6289, 18.9821
O, 5.2331, 5.0848, 11.5203
O, 2.7144, 6.9889, 15.1179
O, 0.9066, 2.7433, 11.4653
O, 0.8625, 10.6832, 15.5468
O, 2.4101, 8.5918, 10.9043
O, 4.6935, 2.428, 11.2633
O, 4.2487, 3.5051, 13.6729
O, 2.1915, 4.6882, 16.4921
O, 10.6989, 8.2485, 15.7038
O, 6.93, 10.2968, 14.6769
O, 2.3441, 8.9527, 13.4199
O, 8.0378, 1.5313, 15.9091
O, 4.134, 6.9956, 12.8613
O, 4.1702, 2.0112, 18.7198
O, 7.2908, 4.4202, 21.2932
O, 8.412, 2.9247, 11.0919
O, 1.1865, 6.8764, 17.3641
O, 5.6569, 1.5801, 14.7623
O, 8.1286, 9.7538, 11.5921
O, 9.2123, 6.289, 21.2623
O, 8.9639, 7.7159, 12.8619
O, 1.6519, 0.1208, 11.8794
O, 6.6566, 6.1526, 17.0755
O, 7.3898, 7.8032, 15.038
O, 1.2104, 10.283, 21.2527
O, 10.0309, 8.2042, 18.3611
O, 3.9684, 0.8765, 21.0933
O, 0.3241, 5.3298, 10.9174
O, 6.7028, 1.5692, 9.6405
O, 4.7748, 8.7141, 14.685

Results
free energy: -135250.565 eV
free energy less fixed offsets of B -154.04, O -568.88, Si -635.61 eV per atom: 3.195 eV

Forces (eV/angstrom), in the order of the atoms: element, x, y, z
Si, 0.0019, -0.0002, -0.0029
Si, 0.0009, -0.0049, 0.0042
Si, -0.0041, 0.0037, 0.0034
Si, 0.0049, 0.0007, -0.0073
Si, 0.0017, -0.0016, 0.0039
Si, 0.0007, 0.0077, 0.0134
Si, 0.0038, -0.0038, 0.0139
Si, -0.0042, 0.0007, 0.0036
Si, 0.0049, -0.0031, 0.0006
Si, -0.0056, 0.002, 0.0016
Si, 0.0031, -0.0014, 0.0014
Si, -0.0074, 0.0011, -0.0033
Si, -0.002, 0.007, 0.0002
Si, -0.0031, -0.0112, -0.0025
Si, -0.0009, 0.002, 0.0011
Si, 0.0077, -0.0031, 0.0006
Si, 0.0007, -0.0013, -0.0037
Si, -0.004, -0.002, 0.0025
Si, 0.0038, -0.0004, 0.0008
Si, -0.0005, 0.0007, -0.0008
Si, 0.0023, 0.0003, -0.0027
Si, 0.0254, 0.0331, 0.0181
Si, 0.0265, 0.0257, -0.0207
Si, -0.0046, 0.0007, -0.0029
Si, 0.0008, 0.0002, 0.0041
Si, -0.0003, 0.0006, 0.0027
Si, -0.0002, -0.0023, 0.0078
Si, -0.0015, -0.0048, 0.0021
Si, 0.0005, 0, -0.0002
B, -0.0433, -0.0689, 0.0213
Si, -0.0032, 0.0005, -0.0017
Si, 0.0035, 0.0004, 0.0068
Si, 0.005, -0.0026, 0.0004
Si, -0.0051, 0.0036, -0.0007
Si, 0.0028, -0.0021, -0.002
Si, -0.0046, 0.003, 0.0003
Si, -0.0087, 0.0193, -0.0208
Si, 0.0022, -0.0033, -0.0007
Si, -0.0006, 0.0035, -0.0013
Si, 0.0061, 0.0029, -0.0113
Si, 0, 0.0017, 0.0005
Si, 0.0008, -0.0016, -0.0001
Si, -0.0027, 0.0001, 0.0002
Si, 0.0024, -0.0027, 0.0018
Si, 0.0022, -0.0066, 0.0013
Si, -0.002, 0.0015, 0.0019
Si, 0.0023, -0.0006, 0.0014
Si, -0.0049, 0.0021, 0.0008
Si, -0.0013, 0.0004, -0.0014
Si, 0.0016, 0.0004, -0.0009
Si, 0.0004, -0.0007, -0.0012
Si, 0.0003, 0.0007, -0.0013
Si, 0.002, 0.0023, -0.0008
Si, -0.0024, -0.0009, 0.0006
Si, 0.0006, 0.002, 0.0015
Si, 0.0003, -0.0006, -0.0014
Si, 0.0008, -0.0027, 0.0016
Si, 0, 0.002, 0.0009
Si, -0.0017, -0.0013, -0.0006
Si, 0.0024, -0.001, 0.0021
Si, -0.0002, 0.0001, 0.0003
Si, 0.0009, -0.002, -0.0004
Si, 0.0028, -0.0009, 0.0017
Si, -0.0041, 0.0024, 0
Si, -0.0003, 0.0023, -0.0004
Si, 0, -0.0012, -0.0039
Si, -0.0023, -0.001, 0.0031
Si, 0.0025, 0.0021, -0.0025
Si, -0.0009, -0.0003, 0.0003
Si, 0.0018, 0.0036, -0.0027
Si, -0.0011, -0.0009, -0.003
Si, 0.0001, -0.001, -0.0003
Si, 0.0029, 0.0011, 0.0051
Si, -0.0003, -0.0001, 0.0037
Si, -0.0016, -0.0031, 0.0039
Si, -0.0005, -0.0004, -0.0006
Si, 0.0011, 0.0007, 0.0016
Si, -0.0016, -0.0022, -0.0013
Si, -0.0005, 0.0018, 0.0017
Si, 0.0025, 0.0002, 0.0017
Si, -0.0041, 0.0026, -0.0037
Si, -0.0019, 0.0008, -0.0027
Si, 0.0027, -0.0014, -0.0042
Si, 0.0014, 0.0026, -0.0014
Si, -0.0015, -0.0006, -0.0041
Si, 0.0007, -0.0013, 0.0013
Si, 0.0006, 0.001, -0.0006
Si, -0.001, 0.0005, -0.0006
Si, -0.0025, 0.0037, -0.01
Si, 0.002, -0.0051, -0.0046
Si, 0.006, -0.0019, -0.0057
Si, -0.0031, -0.0017, -0.0103
Si, 0.0015, -0.0035, -0.0029
Si, 0.0017, 0.0009, -0.0007
Si, -0.0027, -0.0007, -0.0095
Si, 0.0061, -0.0015, -0.0034
O, -0.0044, -0.0013, -0.0052
O, -0.0045, -0.0011, 0.0069
O, -0.0004, -0.0008, 0.0163
O, -0.0012, -0.0008, -0.0101
O, 0.0009, 0.0019, 0.0034
O, 0.0026, 0.0036, 0.002
O, 0, 0.0049, 0.002
O, -0.0011, -0.0029, 0.0016
O, -0.0037, 0.0032, 0.0064
O, -0.004, 0.0073, 0.0073
O, 0.0044, -0.002, 0.0068
O, 0.0036, -0.0032, 0.0093
O, 0.0034, -0.0031, 0.0085
O, 0.0045, -0.0021, 0.0111
O, -0.0011, -0.0001, 0.0133
O, -0.0046, 0.0041, 0.0076
O, -0.0025, 0.0023, -0.0074
O, -0.0034, 0.0047, -0.0084
O, -0.0044, 0.0043, -0.0101
O, 0.0064, -0.0089, -0.0093
O, 0.0056, -0.0041, -0.0077
O, -0.0094, 0.0075, -0.0098
O, 0.0061, -0.0053, -0.0099
O, -0.0016, 0.0012, -0.0068
Si, -0.0001, -0.0002, 0.0134
Si, 0, 0.0001, -0.0033
Si, 0.0006, 0.0004, -0.0021
Si, 0.0038, -0.004, 0.0123
Si, -0.0008, 0.0023, -0.0049
Si, -0.0006, -0.0002, 0.0002
Si, 0.0003, 0.0002, -0.003
Si, -0.001, 0.0013, 0.0079
Si, -0.0009, -0.0027, -0.0122
Si, -0.001, -0.001, 0.0022
Si, -0.001, 0.0003, 0.002
Si, -0.0001, 0.0007, 0.0057
Si, -0.0026, -0.002, -0.0098
Si, 0.0017, -0.0025, 0.0073
Si, -0.0008, 0.0022, -0.0097
Si, 0.0012, 0.0015, 0.0034
Si, -0.0014, 0.0007, -0.0048
Si, -0.002, 0.002, 0.0128
Si, 0.001, -0.0011, -0.0109
Si, -0.0002, 0, 0.0013
Si, 0.0004, 0.0001, -0.0001
Si, 0.0008, -0.0004, -0.0022
Si, -0.0011, 0.0014, 0.0021
Si, 0.0013, 0.0011, -0.0106
Si, -0.0012, 0.0014, -0.0057
Si, 0.0006, 0, 0.0012
Si, -0.0009, 0.0006, 0.0088
Si, 0.0002, -0.0019, -0.0047
Si, 0.0004, 0.0015, -0.0038
Si, 0.0005, 0, 0.0019
Si, -0.0001, 0.001, -0.0016
Si, -0.0003, 0.0005, -0.0011
Si, 0.0019, -0.0018, -0.0058
Si, -0.0004, 0.0002, -0.0026
Si, -0.0005, 0.0003, -0.0007
Si, -0.0013, 0.0011, 0.0127
Si, 0.0003, -0.0003, 0.0043
O, -0.0008, -0.0027, 0.0028
O, 0.0001, -0.0001, -0.0011
O, -0.0007, -0.0005, 0.0024
O, 0.0004, -0.0001, 0.0022
O, 0.0004, 0.0003, -0.0008
O, 0.0013, -0.0002, 0.0017
O, 0.0001, 0.0004, -0.0007
O, -0.0017, -0.0002, -0.0019
O, 0.0004, 0, -0.0027
O, 0.0001, -0.0001, -0.0013
O, 0.0003, 0, 0.0014
O, 0.0015, -0.0015, -0.0017
O, 0.0004, 0.0007, 0.0014
O, -0.0007, 0.0006, -0.0016
O, -0.0001, -0.0002, 0.0002
O, -0.0007, 0.0007, -0.0048
O, -0.0005, 0, -0.0002
O, -0.0001, 0.0002, -0.0006
O, 0, 0, 0.0006
O, -0.0001, -0.0009, -0.003
O, 0.0001, 0.0001, 0.0004
O, 0.001, 0.0005, -0.0024
O, -0.0025, -0.0011, -0.0027
O, 0.0004, 0.0003, 0.0019
O, 0.0001, 0.0005, -0.0025
O, 0.0002, -0.0001, -0.0004
O, 0.0012, -0.0018, -0.003
O, -0.0002, -0.0002, -0.0012
O, -0.0012, 0.0003, 0.0015
O, 0.0005, 0.0002, -0.0007
O, 0.0007, -0.0016, 0.0026
O, 0.0002, -0.0002, -0.0007
O, 0.0002, -0.0002, 0.0011
O, -0.0007, -0.0001, 0.0027
O, -0.001, -0.0001, 0.0023
O, -0.0003, -0.0006, -0.0004
O, 0.0003, 0.0006, 0.0013
O, -0.0003, -0.0003, 0.001
O, -0.0003, -0.0012, 0.0018
O, 0.0001, -0.0001, 0.0003
O, -0.0019, 0.0027, 0.0072
O, -0.001, 0.0041, 0.0038
O, 0.0001, -0.0007, 0.0027
O, 0.0003, 0.0001, -0.0003
O, 0.0001, 0.0001, -0.0002
O, -0.0001, -0.0002, 0.0004
O, 0.0008, -0.0005, 0.002
O, 0, 0, 0.0002
O, -0.001, 0.0006, 0.0017
O, 0.0011, 0.0022, -0.0025
O, 0.0034, 0.0012, -0.0054
O, 0.0015, -0.0005, 0.0066
O, 0, 0.0002, 0
O, 0.0001, 0, 0.0006
O, 0.0031, -0.0004, 0.0031
O, -0.0017, -0.0033, -0.005
O, -0.0003, -0.0009, 0.0015
O, -0.0007, 0.0009, 0.0013
O, -0.0001, 0, -0.0008
O, -0.0002, 0.0004, 0.0007
O, 0.0004, 0.0045, -0.0082
O, 0.0001, -0.0006, -0.0013
O, -0.0014, -0.0025, -0.0092
O, 0.0014, -0.0022, 0.0058
O, -0.0005, -0.0003, 0.0027
O, 0.0004, 0.0003, 0.0007

The program warned: the cutoff lies below the one the program advises for these potential files; the exchange-correlation potential is rough where the density is thin.
